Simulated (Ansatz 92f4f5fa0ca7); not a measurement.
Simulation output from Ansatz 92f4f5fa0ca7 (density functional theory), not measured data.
Periodic cell of 256 atoms, Si144O112, from a study of silicon, its oxide and their interface. The atomic structure is a simulated model.
This geometry differs little from another in the collection (a relaxation step or a small displacement).

Settings: functional r2SCAN; potential files Ansatz PAW; basis plane waves; wave-function cutoff 800 eV; density cutoff ratio 5; exchange-correlation grid ratio 1; k mesh 1 x 1 x 1, shifted by 0.5 0.5 0 of a step; self-consistency stop 1e-10 eV per atom in the density residual; occupations fixed; spin none; net charge 0.

Cell vectors (angstrom)
a	10.888	0	0
b	0	10.888	0
c	0	0	36.2702

Atoms and the computed forces on them: element, x, y, z (angstrom), force x, y, z (eV/angstrom)
Si	0.1592	-0.2262	0.0494	0.0054	-0.0024	0.0089
Si	3.5505	2.491	-0.3168	-0.0115	-0.0152	0.0398
Si	1.2582	6.9678	1.5345	-0.002	0.0016	-0.0031
Si	2.3338	8.4535	0.096	-0.0062	0.0121	0.0327
Si	5.3731	0.1116	-0.1012	-0.0066	0.006	0.0282
Si	8.0859	2.8757	0.1676	-0.0061	0.0043	0.0136
Si	6.577	4.7111	-0.1919	0.0058	-0.0034	0.0298
Si	6.9776	6.5935	1.2473	-0.0038	0.0016	-0.0007
Si	1.3275	1.1659	1.543	0.0166	0.0099	-0.0101
Si	4.7366	3.9224	0.9884	0.005	0.0114	0.007
Si	-0.0575	5.6767	0.1382	-0.0067	0.0048	0.026
Si	4.1043	9.5017	1.2556	-0.0014	0.0016	-0.0013
Si	6.8381	1.2998	1.3661	-0.0017	-0.0002	0
Si	9.6767	4.0321	1.4158	-0.0011	0.0022	-0.0009
Si	8.5666	7.7752	0.0313	0.0087	-0.0068	0.0251
Si	9.537	9.4576	1.3598	-0.0018	-0.0012	0.0013
Si	0.0513	2.6505	2.8022	-0.0009	-0.0008	0.0009
Si	2.7818	-0.1358	2.8107	0.0007	0.0013	-0.0022
Si	-0.0861	8.2209	2.8988	0.0017	0.0001	-0.0005
Si	2.6918	5.5865	2.7046	0.0025	-0.0044	0.0038
Si	5.5381	2.6549	2.7663	0.0016	-0.0031	-0.0017
Si	8.1811	-0.0684	2.6949	-0.0024	-0.0013	-0.0024
Si	5.4862	8.0358	2.5357	0	-0.0005	0.0016
Si	8.2658	5.3628	2.783	0.0004	-0.002	-0.0002
Si	1.4393	4.0749	4.0581	-0.001	-0.0014	-0.0014
Si	4.0919	1.339	4.09	0.0007	-0.0013	0.0004
Si	1.3817	9.4878	4.1931	-0.0014	0.0001	-0.0003
Si	4.1238	6.8166	4.064	-0.001	0	0.0011
Si	6.8578	4.0404	4.1286	-0.001	0.0025	-0.0003
Si	9.5252	1.3064	4.0946	-0.0005	0.001	0.0005
Si	6.7936	9.4347	3.9924	-0.0007	0	0.0005
Si	9.5133	6.7677	4.1837	0.0002	-0.0002	0.001
Si	0.0168	0	5.484	-0.0008	0.0004	-0.0008
Si	2.7574	2.7223	5.4558	-0.0013	-0.0015	-0.0015
Si	0.0549	5.4101	5.4607	0.0006	0.0015	-0.0008
Si	2.7621	8.1256	5.4861	0.0007	-0.0019	-0.0004
Si	5.4731	-0.0375	5.4022	-0.0004	-0.0003	-0.0005
Si	8.2008	2.6749	5.4702	-0.0019	-0.0015	-0.0005
Si	5.4558	5.4408	5.4301	-0.0007	-0.0009	0.0009
Si	8.1299	8.1526	5.4634	-0.0006	0.0003	-0.0002
Si	1.3643	1.3895	6.8136	-0.0001	0.0001	0.0001
Si	4.1111	4.0855	6.8121	0.0007	0	-0.0008
Si	1.3814	6.785	6.8342	-0.0001	-0.0001	0.0008
Si	4.0923	9.5368	6.7978	0.0016	0.001	-0.0001
Si	6.8288	1.3244	6.8014	0.0002	0.0009	-0.0005
Si	9.5493	4.0574	6.8069	-0.0003	-0.0011	0.0005
Si	6.7637	6.8206	6.8175	-0.0025	-0.0003	-0.0003
Si	9.513	9.5249	6.8082	0.0001	0	-0.001
Si	-0.0311	2.6858	8.1926	-0.001	0	-0.0005
Si	2.7432	0.0285	8.1408	-0.0006	-0.0001	-0.0007
Si	-0.0084	8.1765	8.1604	-0.0001	0.0006	0.0001
Si	2.7097	5.4093	8.1797	-0.0003	-0.0006	0.0001
Si	5.52	2.7501	8.15	-0.0009	0.0009	-0.0004
Si	8.155	-0.0274	8.1966	-0.0004	-0.0004	-0.0002
Si	5.4239	8.2015	8.1939	-0.0007	0.0002	-0.0005
Si	8.1514	5.449	8.1107	-0.0002	0.0002	-0.0008
Si	1.3089	4.0566	9.519	-0.0003	0.0015	0.0008
Si	4.1645	1.3763	9.4517	0.0001	-0.0015	-0.0014
Si	1.3267	9.6054	9.4959	-0.0021	0.0004	0
Si	4.058	6.8119	9.4982	-0.0003	-0.0012	-0.0001
Si	6.8569	4.1343	9.5599	-0.001	-0.0037	-0.0005
Si	9.4721	1.345	9.5771	0.0002	0.0012	0
Si	6.794	9.5463	9.5968	-0.0013	-0.0001	0.0011
Si	9.4585	6.8192	9.4648	0.001	-0.0026	-0.0007
Si	-0.0499	0.0167	10.9479	0.0005	-0.0014	0.0017
Si	2.7794	2.6998	10.7431	-0.0011	0.0008	0.0024
Si	-0.1484	5.4223	10.8051	-0.0017	-0.0029	0.0002
Si	2.6936	8.2215	10.7778	0.0011	-0.0013	0.0021
Si	5.5092	0.1386	10.9386	0.0011	0.0023	0.0008
Si	8.2107	2.7845	10.9742	-0.0018	0.0024	-0.0013
Si	5.4567	5.5247	10.8836	-0.0004	-0.0002	-0.0007
Si	8.1308	8.1212	10.9181	-0.0037	0.001	-0.0005
Si	1.3939	1.4678	12.1478	0.0027	-0.0002	0.0011
Si	3.9935	4.1787	12.0924	0.0016	-0.0023	0.0028
Si	1.223	6.8414	11.9846	-0.003	0.0011	0.0007
Si	4.0774	9.5909	12.091	-0.0027	0.0014	-0.0004
Si	6.7131	1.6676	12.3967	-0.0038	0.0017	0.0019
Si	9.5111	4.1315	12.4397	0	0.0033	0.0011
Si	6.7438	6.8284	12.387	-0.0007	-0.0023	0.0007
Si	9.5367	9.3808	12.2958	-0.0016	0.0018	0.0098
Si	0.049	4.1464	16.8618	-0.0079	0.0105	0.0709
Si	2.5828	-0.1282	13.4376	-0.0014	0.0011	-0.0013
Si	1.6018	8.9416	14.6403	-0.0067	0.0087	0.0332
Si	0.7708	3.4344	13.3837	-0.0056	0.0008	0.0029
Si	7.8247	5.2891	13.8542	-0.0101	-0.0064	0.0038
Si	7.8299	0.5112	14.0995	0.0066	0.0082	0.0218
Si	3.2307	7.1644	14.5261	0.0078	-0.0054	0.0294
Si	5.9277	4.3917	15.4353	0.003	0.0057	0.0001
Si	2.3529	5.3059	13.2653	-0.0019	-0.0019	-0.0053
Si	1.7376	2.5113	15.3191	-0.0084	0.0002	0.0332
Si	-0.1516	7.8535	13.5839	0.0016	-0.0004	-0.0025
Si	5.1829	8.1789	13.5771	0.0072	0.0036	0.013
Si	3.788	1.3522	14.756	0.0106	-0.017	0.0173
Si	10.0908	1.3558	16.138	-0.0055	-0.0075	0.0475
Si	6.1891	10.5033	15.5139	0.0109	0.0025	0.0421
Si	9.5127	6.3148	15.0465	-0.0014	-0.0045	0.0384
Si	12.5126	-10.841	30.8094	-0.0019	0.0082	0.0776
Si	0.0312	14.8315	22.2784	-0.0037	-0.0013	0.0883
Si	11.2989	-5.3273	19.6692	0.0038	-0.0102	0.0921
Si	9.5525	8.008	19.2814	0.0078	0.0121	0.081
Si	22.1363	17.2691	31.3569	0.0052	0.0014	0.0618
Si	12.1732	3.7091	34.5319	0.001	0.0025	0.0631
Si	0.8215	8.9906	22.3202	-0.0133	-0.0093	0.0931
Si	-15.1713	-4.1953	27.0075	-0.0006	0.0008	0.1121
Si	16.5404	3.4507	20.6235	0.0043	0.0069	0.107
Si	13.3833	-2.8031	31.7238	0.015	-0.0017	0.0762
Si	-1.7108	7.9543	30.2231	-0.0035	-0.0047	0.071
Si	9.3744	16.7385	28.06	0.0015	-0.0046	0.0938
Si	-4.4372	-40.145	30.9316	-0.0033	0.0114	0.084
Si	5.5232	5.1072	33.1486	0.0051	0.0038	0.0883
Si	6.5226	-2.0653	34.2899	0.0093	0.0118	0.0625
Si	-14.7534	22.426	18.1345	0.0009	0.0024	0.0928
Si	13.1711	9.6626	19.6075	0.001	-0.0066	0.0814
Si	9.4684	-6.7081	30.7179	0.0117	-0.0146	0.0699
Si	15.71	26.4132	28.5009	0.0039	-0.0016	0.0815
Si	-4.1909	-0.5447	22.3365	0.0073	-0.009	0.0974
Si	7.771	14.5051	22.8466	-0.0046	-0.0049	0.0936
Si	31.4706	-22.0151	29.4099	0.0018	0.0075	0.0808
Si	14.2093	6.8553	19.4077	-0.0121	0.0143	0.0904
Si	26.6228	-4.706	16.8287	-0.0085	0.0061	0.0533
Si	26.5659	11.3754	20.349	-0.0017	-0.0064	0.0819
Si	15.3592	-26.6578	22.0561	0.008	0.0033	0.099
Si	10.922	11.8173	22.4519	-0.0091	-0.0003	0.0872
Si	-16.6569	2.9313	13.6861	0.0087	0.0052	-0.0031
Si	-1.9681	-10.9033	20.4212	0.008	0.0124	0.0984
Si	-1.4752	-10.8708	24.9099	0.0156	-0.004	0.0993
Si	-3.8702	-9.8823	29.2936	0.0025	0.002	0.073
Si	3.2373	-0.3407	28.1635	0.0017	-0.0038	0.0808
Si	-5.7261	12.8589	27.1275	-0.0092	0.0053	0.0979
Si	-0.6759	-9.4285	34.7997	-0.0106	-0.007	0.0526
Si	13.2785	-4.56	29.2925	-0.0046	0.0059	0.0893
Si	23.5713	6.2583	23.6437	-0.0074	0.0029	0.113
Si	-5.1581	-12.7884	28.8695	-0.003	-0.0029	0.0825
Si	11.1821	-1.1016	17.4139	-0.0038	-0.004	0.0832
Si	7.7503	-4.3579	17.4888	0.007	0.0081	0.0661
Si	19.6373	-2.4177	23.2977	-0.0049	-0.0029	0.085
Si	11.3238	20.6949	26.864	0.0119	-0.0052	0.0998
Si	11.8381	-14.9974	26.5971	-0.0113	0.0034	0.1137
Si	11.2956	-19.4781	32.1554	-0.008	0.0063	0.085
Si	17.7821	6.3116	23.94	-0.0008	0.0137	0.1063
Si	17.7597	12.1313	24.7115	-0.0223	0.0122	0.1078
Si	-4.1676	-7.2145	17.6021	0.0035	-0.0216	0.082
Si	14.8662	7.2349	34.0751	-0.0028	-0.0007	0.071
Si	6.5305	-14.1115	31.5298	-0.0076	-0.0016	0.0927
O	13.7471	-14.1875	-6.0536	0.001	-0.0151	-0.0487
O	-0.4857	-18.9113	-5.3434	-0.0129	0.0129	-0.0351
O	-15.1335	-12.9566	-3.5959	-0.0004	-0.0119	-0.0589
O	8.9157	-12.3876	-11.6511	-0.0069	-0.0169	-0.0473
O	8.7113	1.9986	-1.1064	0.0099	-0.0042	-0.0236
O	2.8273	3.2646	-1.5474	-0.0092	0.0029	-0.0198
O	6.5043	-9.0772	-8.2651	-0.0168	0.0075	-0.0503
O	4.0917	-16.1304	-2.5387	0.0051	0.0005	-0.0245
O	4.2408	9.2805	-7.9684	-0.0071	0.0072	-0.0273
O	27.4322	-2.7265	-6.0043	-0.0048	0.017	-0.0587
O	16.2645	5.8742	-8.6251	0.014	0.0153	-0.0407
O	22.4333	24.2121	-13.7672	0.0014	0.0039	-0.0264
O	16.2626	29.5303	-1.5386	-0.0049	-0.0016	-0.028
O	-0.6286	-22.6458	28.0517	0.0183	-0.0089	-0.0689
O	-2.2966	10.1454	13.3996	0.0073	-0.0078	-0.014
O	-0.902	-8.0779	16.8843	0.0023	-0.0059	-0.0219
O	-2.5361	11.4544	19.041	-0.0188	0.0069	-0.0548
O	11.0925	4.3653	20.7315	0.0055	0.0232	-0.0661
O	-6.1405	4.5711	21.3559	0.0042	-0.0175	-0.0408
O	12.8379	-0.7259	27.2775	-0.0208	-0.0051	-0.0376
O	5.8702	14.5798	19.0239	0.0155	0.0086	-0.0864
O	25.0461	-5.0462	23.1349	0.0203	-0.0015	-0.0454
O	4.8405	0.5379	15.7627	-0.0185	0.0132	-0.0187
O	1.3938	-1.8737	20.8097	0.0194	0.0072	-0.0672
O	21.7597	4.9686	18.2323	-0.0075	-0.0212	-0.0628
O	7.966	-6.9976	31.2167	0.0014	0.0002	-0.0248
O	12.4361	7.794	23.1385	-0.003	0.0208	-0.0429
O	7.8152	4.9071	17.7659	-0.0099	0.0007	-0.0297
O	16.5417	12.7128	25.5966	0.0304	-0.0109	-0.0699
O	5.7455	-4.2536	22.8406	-0.0277	-0.0059	-0.0494
O	-14.3681	2.293	23.6481	0.0119	0.0243	-0.0507
O	7.0996	3.5265	21.3698	-0.0259	-0.0043	-0.0598
O	10.3673	17.7229	20.0595	-0.0077	0.0051	-0.0326
O	-5.1022	-23.609	14.8703	-0.0062	-0.0125	-0.0178
O	6.4052	-22.2527	29.2133	-0.0013	0.0016	-0.024
O	28.3568	-13.6268	27.7557	0.0093	-0.0187	-0.0471
O	27.1243	-0.5537	21.4645	-0.0203	0.0123	-0.0475
O	-1.9337	1.3366	14.9826	-0.0096	-0.0037	-0.0208
O	7.7875	-10.555	21.5256	0.0158	0.0021	-0.0511
O	-16.2283	-7.134	32.2494	0.0128	-0.0169	-0.052
O	12.5734	6.2614	25.2622	0.0155	-0.0091	-0.0847
O	15.2412	22.9506	35.4367	-0.0067	0.0067	-0.0048
O	14.9307	-10.0284	27.4557	0.0128	0.0152	-0.0336
O	9.188	-12.4781	20.1742	0.0022	-0.0213	-0.0436
O	1.0314	-11.221	22.7985	0.003	-0.0057	-0.0334
O	8.8217	9.5066	30.1387	0.0044	0.0118	-0.0273
O	44.2755	-9.6446	15.5853	0.0165	0.0086	-0.0251
O	1.5634	25.3685	16.5652	0.0118	-0.015	-0.032
O	-7.4167	5.1406	29.2273	0.0106	-0.0045	-0.0303
O	6.2511	17.8608	17.0688	-0.0024	-0.0101	-0.0241
O	8.1564	29.1181	18.8148	-0.0163	-0.0155	-0.0415
O	13.2742	-8.7896	36.9885	0.0068	-0.003	-0.0177
O	28.1762	-4.0825	25.408	0.0044	-0.0072	-0.0878
O	8.3714	-3.9343	23.68	0.0072	0.0085	-0.0329
O	-8.0892	-3.3667	35.113	0.0142	-0.0145	-0.0447
O	-1.5345	3.8547	22.669	0.0119	0.0028	-0.0294
O	11.9601	27.5195	30.0374	0.0136	0.0009	-0.0423
O	-12.0279	-10.0591	23.5594	0.0189	0.0112	-0.0621
O	18.0251	4.7328	23.8273	0.0046	-0.0161	-0.0413
O	26.6623	-30.6369	20.8696	-0.0004	-0.0044	-0.0315
O	32.571	10.8327	25.7371	-0.0273	0.0151	-0.0623
O	-4.7554	10.2612	34.9181	0.0045	-0.0141	-0.0287
O	-1.4394	-3.599	28.7891	0.0026	-0.0167	-0.0473
O	12.172	10.373	18.553	-0.0202	0.0018	-0.0483
O	0.7501	5.1183	23.14	-0.0135	-0.0199	-0.0443
O	-7.2165	17.9	16.1061	-0.0175	0.0183	-0.0479
O	-8.9397	16.9218	19.6417	0.0025	0.001	-0.0286
O	-18.4868	-0.0399	20.0665	-0.0088	-0.0063	-0.0278
O	-15.7907	6.3003	32.1697	0.0094	0.0152	-0.0363
O	0.982	14.4837	32.9508	-0.0068	-0.0073	-0.0448
O	8.7855	-3.8838	16.3368	0.0115	-0.0026	-0.0417
O	10.5277	5.1725	15.6661	-0.0073	0.0134	-0.033
O	10.2757	-21.0854	20.9692	-0.0177	-0.0102	-0.0496
O	7.9757	-14.5546	30.9757	0.0186	0.0026	-0.0354
O	-8.9819	9.59	31.6666	-0.0057	0.0114	-0.0297
O	23.8017	6.8301	27.8089	-0.0176	0.0063	-0.0656
O	6.9245	-11.3726	16.9763	-0.0121	-0.008	-0.0546
O	-1.4592	-17.1239	29.1606	-0.003	0.0219	-0.0565
O	-6.6703	6.0193	18.3379	0.0245	-0.0172	-0.0601
O	-5.0213	-17.5754	29.6509	-0.0181	0.0114	-0.0529
O	4.0697	-3.8933	20.8431	-0.0134	0.01	-0.0641
O	23.0748	-1.3024	35.7497	-0.0011	0.0006	-0.0143
O	-3.4664	19.8003	22.4774	-0.0107	0.0114	-0.0357
O	-11.3948	-9.4978	33.1759	0.0127	0.014	-0.058
O	11.7612	-5.7525	35.1639	0.0098	-0.01	-0.0292
O	10.0403	43.55	17.0293	0.0009	0.0144	-0.0281
O	0.321	2.6508	35.293	0.0038	0.0044	-0.0229
O	10.0827	-5.558	31.7105	-0.0027	0.0015	-0.0266
O	22.987	20.2076	16.1836	0.0161	-0.0125	-0.0553
O	7.9665	5.8488	27.2694	-0.0173	0.0058	-0.0403
O	31.908	-13.159	22.4792	0.0166	0.0046	-0.0394
O	28.9511	-8.7665	17.4573	-0.0017	0.0149	-0.0342
O	17.2361	-10.8909	23.8187	-0.0019	-0.0199	-0.0604
O	0.387	8.2786	26.3504	-0.0001	-0.0028	-0.0337
O	28.2516	-5.9665	34.4427	-0.0201	0.0055	-0.0599
O	29.9282	11.6561	25.6169	0	-0.0024	-0.0416
O	10.615	5.7845	27.0178	0.0201	0.0058	-0.0444
O	21.4309	-3.0831	31.0469	-0.0097	0.005	-0.0271
O	1.5215	17.8002	32.3615	-0.0087	-0.0007	-0.0308
O	3.6009	-16.7515	37.7216	0.0089	-0.0028	-0.0096
O	-7.1233	18.99	32.7176	-0.0151	0.0092	-0.0468
O	16.5749	0.4454	19.0105	0.0253	0.0016	-0.0534
O	7.9392	-13.3985	34.9174	-0.017	0.0077	-0.0358
O	10.4457	19.372	18.0241	0.0103	0.0099	-0.0428
O	2.7108	-21.6413	29.6209	0.0197	-0.0048	-0.0552
O	9.6971	17.5848	35.7893	-0.0007	0.0029	-0.0112
O	3.0463	30.1665	18.9301	0.0036	-0.0046	-0.0294
O	19.5337	0.978	29.245	-0.0041	0	-0.0231
O	21.8742	0.1006	30.2886	-0.0193	-0.0077	-0.0419
O	4.5255	3.4143	27.4815	0.0018	-0.0144	-0.0366
O	28.2649	1.8116	30.6097	0.0048	-0.0162	-0.037
O	12.5712	1.3987	31.7029	0.0085	-0.0192	-0.0356

Results
free energy: -155984.885 eV
free energy less fixed offsets of O -570.45, Si -639.56 eV per atom: 2.155 eV

The program warned: the cutoff lies below the one the program advises for these potential files; the forces do not sum to zero within the program's tolerance; empty levels may hold ghost states of the PAW files; the exchange-correlation potential is rough where the density is thin.
